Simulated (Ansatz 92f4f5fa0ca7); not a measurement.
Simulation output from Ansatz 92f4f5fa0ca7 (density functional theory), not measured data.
Periodic cell of 222 atoms, Si131O89B2, from a study of silicon, its oxide and their interface. The atomic structure is a simulated model.
Doubt: the cutoff is far below the 930 eV that the study's wrapper takes by default for these files, so forces and energies are approximate.

Settings
functional: PBE
potential files: Ansatz PAW
basis: plane waves
wave-function cutoff: 580 eV
density cutoff ratio: 5
exchange-correlation grid ratio: 1
k mesh: 1 x 1 x 1, Gamma-centred
self-consistency stop: 5e-08 eV per atom in the density residual
occupations: fixed
spin: none
net charge: 0

Cell vectors (angstrom)
a	10.938	0	0
b	0	10.938	0
c	0	0	32.1988

Atoms and the computed forces on them: element, x, y, z (angstrom), force x, y, z (eV/angstrom)
Si	10.6896	0.2882	24.889	-0.2086	-0.2129	0.1056
Si	5.7521	10.6771	24.769	0.0591	-0.0664	0.2388
B	2.9041	2.5004	24.8208	0.05	-0.096	-0.5567
Si	8.4927	2.5624	24.8569	-0.1884	-0.1831	0.0663
B	-0.13	5.6093	25.012	-0.1091	0.1002	-0.6461
Si	5.0906	5.6625	24.7345	0.2019	0.1612	-0.02
Si	2.8554	7.9437	24.6544	0.1746	0.1771	-0.0352
Si	7.953	8.4128	24.7934	-0.027	0.0355	0.247
Si	1.4936	1.495	25.9564	-0.3295	-0.0217	-0.0378
Si	6.8684	1.3639	26.1176	0.0405	-0.0221	0.0059
Si	3.9202	3.9483	25.9111	0.1393	0.3096	0.0221
Si	9.7213	4.2151	26.0348	-0.1539	-0.3153	0.0582
Si	1.2652	6.7172	25.9833	0.2879	0.2463	0.0753
Si	6.7443	6.804	26.0576	-0.0199	0.0222	-0.0422
Si	4.0717	9.5212	26.0086	0.0042	0.0029	-0.0363
Si	9.5313	9.5888	26.1542	-0.0389	0.0677	0.0101
Si	2.7276	0.0257	27.3457	0.1282	-0.1965	0.0268
Si	8.181	0.0012	27.5299	-0.0236	-0.0571	0.1421
Si	0.0929	2.7926	27.4204	-0.1237	-0.1595	-0.1045
Si	5.4072	2.7566	27.3554	0.1795	-0.1373	0.0309
Si	2.6619	5.381	27.3828	0.1792	0.1273	-0.1377
Si	8.2094	5.4606	27.3735	-0.1591	0.1133	0.0477
Si	0.0136	8.1662	27.3962	-0.1195	0.1655	0.0557
Si	5.4251	8.191	27.4402	0.013	-0.0059	0.1387
Si	4.095	1.3607	28.7441	-0.04	0.0524	0.0832
Si	9.6233	1.4048	28.7807	-0.1141	-0.0746	-0.0696
Si	1.3682	4.1124	28.8402	-0.0266	-0.0496	0.1158
Si	6.8178	4.1001	28.728	0.0272	-0.0155	0.1124
Si	4.0543	6.7788	28.7459	0.0534	0.0867	0.0002
Si	9.5488	6.839	28.7624	0.062	-0.0579	0.0633
Si	1.3788	9.5759	28.7305	-0.0424	-0.017	0.1147
Si	6.7866	9.5542	28.8412	0.0826	0.0221	-0.1261
Si	0.0124	-0.0025	30.1384	0.017	-0.0462	-0.0314
Si	5.4468	0.0143	30.1572	-0.0069	0.0195	0.0499
Si	2.7449	2.7251	30.1487	0.0269	-0.0313	0.0439
Si	8.2034	2.7432	30.1276	-0.0447	-0.0164	-0.0062
Si	-0.0169	5.4819	30.1522	-0.0516	0.0594	0.0626
Si	5.4617	5.4649	30.1318	0.0435	0.0057	-0.0348
Si	2.7289	8.1931	30.1241	0.0226	0.0464	-0.0091
Si	8.1998	8.1994	30.154	-0.0074	0.0122	0.0292
Si	1.3673	1.3673	31.515	0.0771	-0.0638	-0.0023
Si	6.8362	1.3673	31.515	0.0775	0.0994	-0.1351
Si	4.1018	4.1018	31.515	0.088	-0.0815	-0.0206
Si	9.5708	4.1018	31.515	-0.1296	0.0584	-0.052
Si	1.3673	6.8362	31.515	-0.0787	0.1165	-0.0944
Si	6.8362	6.8362	31.515	-0.0534	-0.0805	-0.0394
Si	4.1018	9.5708	31.515	-0.1584	-0.1005	-0.0966
Si	9.5708	9.5708	31.515	0.0388	0.0371	-0.0699
Si	2.7345	0	0.6835	-0.0017	-0.0524	0.1433
Si	8.2035	0	0.6835	-0.0561	0.0617	-0.1131
Si	0	2.7345	0.6835	-0.0779	-0.0307	0.0688
Si	5.469	2.7345	0.6835	0.1182	0.0012	0.0267
Si	2.7345	5.469	0.6835	-0.007	0.1868	-0.1669
Si	8.2035	5.469	0.6835	0.0501	-0.1178	0.1221
Si	0	8.2035	0.6835	0.1152	-0.0892	-0.0106
Si	5.469	8.2035	0.6835	-0.0161	0.0481	0.0651
Si	4.1214	1.3619	2.0575	0.0441	-0.0372	-0.032
Si	9.5614	1.3584	2.0521	0.0098	0.0001	0.0123
Si	1.3682	4.1247	2.0338	-0.0561	0.0143	-0.0258
Si	6.8435	4.0907	2.0612	0.0171	-0.0397	-0.0073
Si	4.1011	6.8307	2.0532	0.0122	0.0104	0.0176
Si	9.5756	6.8399	2.0533	0.0025	-0.0024	-0.0317
Si	1.377	9.5521	2.0537	0.0471	-0.0325	-0.0145
Si	6.8269	9.5947	2.0473	-0.0382	0.0137	0.007
Si	-0.0162	-0.0392	3.3848	0.082	0.1124	0.0865
Si	5.4912	0.0133	3.4761	-0.0602	-0.0089	-0.0935
Si	2.7752	2.7932	3.3546	-0.0645	-0.1486	0.1439
Si	8.1813	2.6918	3.4521	0.0651	0.1057	-0.0696
Si	0.0202	5.4814	3.432	-0.055	-0.0098	-0.0242
Si	5.4739	5.4645	3.4088	0.0387	0.0281	0.0354
Si	2.7681	8.2084	3.4514	-0.0625	0.0043	-0.0768
Si	8.1998	8.2314	3.3741	0.0139	-0.064	0.1109
Si	1.3909	1.3907	4.6351	-0.0112	0.0086	-0.1048
Si	6.8404	1.3514	4.9028	0.0001	-0.0119	0.0872
Si	4.1502	4.0836	4.8047	0.018	0.0389	-0.0337
Si	9.5708	4.0859	4.7569	-0.0065	-0.0231	0.0234
Si	1.4085	6.8328	4.8155	0.0275	0.0238	0.0341
Si	6.8215	6.8879	4.733	0.0024	0.0175	-0.0411
Si	4.1319	9.5782	4.8422	0.0208	0.0176	0.0805
Si	9.5509	9.5512	4.7908	-0.0193	-0.0177	-0.0377
Si	2.7439	0.1089	6.065	0.001	0.0406	-0.0381
Si	8.2022	-0.0567	6.26	-0.0003	-0.0171	0.0294
Si	0.0238	2.6775	6.0414	0.0197	-0.0174	-0.0277
Si	5.4718	2.7266	6.2892	-0.0168	-0.0109	0.0216
Si	2.8115	5.4803	6.1748	-0.0051	-0.0018	0.0231
Si	8.1714	5.4808	6.0446	0.0031	0.0052	-0.0293
Si	0.0094	8.1897	6.1524	-0.0117	-0.013	0.0133
Si	5.5233	8.2268	6.2346	0.0117	-0.0107	-0.0207
Si	3.8315	1.5776	7.6049	-0.0023	-0.0228	-0.0129
Si	9.8336	1.1427	7.4479	0.0018	0.037	-0.0053
Si	1.6271	3.8043	7.3075	-0.0459	-0.0048	-0.0222
Si	6.6446	4.4165	7.4781	0.0163	0.035	0.0103
Si	4.3997	6.6363	7.544	0.0154	0.0088	-0.0141
Si	9.3629	6.9531	7.4055	-0.0133	-0.0089	-0.0196
Si	1.1358	9.92	7.2956	0.0049	0.0106	0.0021
Si	7.1559	9.235	7.6681	-0.0102	-0.0131	-0.0159
O	8.307	8.0935	7.9103	0.008	0.0065	0.0153
O	2.7119	2.7421	7.9539	0.0268	-0.0156	0.0102
O	9.5664	1.3944	24.3719	0.0723	0.118	-0.1643
O	4.0068	6.8191	24.21	-0.0774	-0.0578	-0.0816
O	0.0236	0.0298	7.9556	0.0024	-0.017	0.0046
O	5.5208	5.5131	8.0289	-0.0031	-0.0158	0.0072
O	6.8678	9.5529	24.2931	-0.0091	0.0129	-0.1501
O	3.8552	7.3898	8.9329	-0.0124	0.0056	0.0218
O	0.8016	4.378	8.5947	-0.0025	0.0121	0.033
O	9.8066	6.1794	8.802	0.013	-0.0037	0.0254
O	2.1059	9.3881	8.5074	-0.0094	0.0063	0.0067
O	7.4978	3.9294	8.8062	-0.0012	-0.0075	0.0075
O	4.2605	0.932	9.0756	0.0094	0.0049	0.0323
O	6.7292	9.5611	9.2253	0.0055	-0.0014	0.04
O	9.1992	1.8609	8.7915	-0.0126	0.0069	0.031
O	7.7199	3.1418	23.5262	0.0003	0.086	-0.1491
O	10.5126	5.8839	23.7004	-0.0983	-0.0597	0.4921
O	5.1769	0.3718	23.3683	-0.2256	0.2518	-0.2567
O	5.8718	5.0921	23.3952	-0.0538	-0.1003	-0.0852
O	3.2056	2.1334	23.5226	-0.0625	-0.1171	0.5155
O	2.283	8.7211	23.2841	-0.0773	-0.0568	-0.0878
O	8.5963	7.7322	23.4368	0.2781	-0.2386	-0.2533
O	0.213	10.3585	23.586	0.0651	-0.0213	-0.1481
Si	4.4175	1.5467	22.5378	0.3559	-0.1309	-0.1328
Si	3.4862	7.9344	14.0378	-0.0011	0.0049	-0.0484
Si	7.1154	0.9651	14.6736	-0.0052	-0.007	-0.0516
Si	0.9328	9.3383	22.5592	0.1208	0.1425	0.1449
Si	1.1733	4.31	11.8845	-0.0018	0.0053	-0.0443
Si	6.2554	8.9722	15.3395	0.001	-0.0034	-0.0493
Si	0.673	1.3671	12.2981	-0.0001	-0.0036	-0.0413
Si	8.6466	4.9297	20.5658	-0.1212	-0.1403	-0.0941
Si	0.3201	5.7143	9.3596	-0.0038	-0.0057	-0.0403
Si	5.0969	3.1174	17.9605	0.0052	0.0236	-0.0535
Si	0.8713	3.7404	16.7554	0.0095	0.0002	-0.0734
Si	10.3954	2.8116	19.2407	-0.0123	-0.0131	-0.0622
Si	5.2743	1.1857	10.3541	-0.0063	-0.0058	-0.0415
Si	0.8869	0.1531	19.8704	-0.0065	-0.0476	0.0155
Si	6.6416	9.4611	10.864	-0.0047	0.0095	-0.046
Si	9.3332	9.6796	18.3318	-0.0077	0.0086	-0.0473
Si	9.384	9.246	12.5781	-0.0066	0.0021	-0.0477
Si	6.5693	3.8435	22.6124	0.1363	0.1238	0.1652
Si	2.4347	8.0704	9.3816	0.007	-0.0121	-0.0354
Si	10.5986	7.3732	17.0863	0.0049	0.0136	-0.0523
Si	2.5152	6.2942	16.587	0.0072	0.0189	-0.0417
Si	10.1658	4.4909	14.1935	-0.0047	0.0024	-0.0682
Si	6.128	9.1962	18.5381	0.0118	-0.0186	-0.0396
Si	7.9612	2.5742	9.5778	0.0132	-0.013	-0.0499
Si	8.8733	2.1435	12.4523	0.0031	0.0034	-0.0443
Si	5.3468	6.2484	18.0847	-0.0144	0.004	-0.0246
Si	3.9193	0.5702	19.5217	-0.0022	-0.031	-0.1791
Si	4.2716	3.8416	12.0609	0.0031	-0.0042	-0.0477
Si	5.5392	6.6065	12.1434	0.0023	0.0066	-0.0368
Si	8.0113	2.4936	17.2445	-0.006	-0.0107	-0.0519
Si	4.3529	2.4803	14.9758	0.0027	0.0025	-0.0529
Si	1.5358	1.2123	15.2591	0.0018	-0.0089	-0.0621
Si	1.5642	9.4106	12.0484	0.0022	-0.0014	-0.0363
Si	8.0398	6.8548	13.8868	-0.0017	-0.0028	-0.0415
Si	10.3742	9.8391	15.4926	-0.0002	0.0029	-0.0514
Si	9.8287	6.9756	22.6765	-0.1599	0.3155	-0.131
Si	8.1393	5.4962	17.4704	-0.0022	-0.0041	-0.0558
O	6.0445	7.959	11.2894	-0.0063	-0.016	0.0216
O	5.9974	9.2173	16.9182	-0.0027	0.0085	0.054
O	7.6786	1.3584	13.2001	-0.0091	-0.006	0.0302
O	0.8899	1.7471	13.8682	0.0076	-0.0021	0.0448
O	9.4535	6.2435	16.8952	0.0009	-0.0007	0.0264
O	6.7516	6.2104	13.149	0.0122	0.0007	0.0257
O	5.1405	4.6592	18.6191	0.0014	-0.0083	0.0218
O	9.2245	2.1125	18.2907	0.0157	-0.0045	0.0275
O	2.3749	0.0898	19.1154	0.0179	0.0124	0.0312
O	9.4036	10.2353	16.771	-0.0043	-0.0035	0.0444
O	2.7825	4.4369	11.7204	0.0033	-0.0041	0.0179
O	5.0691	10.3373	19.1539	-0.0376	0.055	0.0614
O	9.4148	3.2443	13.4927	0.0043	0.0127	0.0247
O	0.4613	1.7442	19.9766	0.0007	0.0201	0.0275
O	3.1503	1.3571	15.0621	-0.0036	0.0014	0.023
O	8.2233	5.4415	19.089	0.0261	0.0056	0.0731
O	3.9076	6.5893	17.3869	0.0165	-0.0058	0.0188
O	4.5628	3.2702	16.4049	0.006	0	0.0503
O	9.0488	5.6647	14.3287	0.0075	-0.0039	0.017
O	5.4387	2.7615	22.1715	-0.1423	-0.0827	0.0376
O	10.6662	4.1352	15.6858	0.0182	-0.0103	0.0543
O	0.3201	3.8446	18.2903	-0.0036	0	0.0383
O	10.4289	10.5052	19.2246	0.0078	0.0082	0.015
O	9.637	10.0303	14.0337	0.0068	0.0038	0.0429
O	10.9065	8.0841	22.1654	-0.0677	-0.1491	0.0419
O	1.1951	2.1614	16.5322	-0.0055	0.0126	0.0406
O	9.7113	3.6974	20.4299	0.0271	0.0009	0.0397
O	8.152	4.0361	16.7611	0.0002	-0.0001	0.0323
O	-0.0485	9.0991	11.9137	-0.0045	0.0014	0.0184
O	6.5758	2.4004	18.0183	-0.0025	-0.0036	0.0165
O	5.5773	10.7176	11.1967	-0.0005	-0.0022	0.0176
O	7.7445	9.5964	18.853	0.0014	0.0005	0.0085
O	10.0241	1.0248	12.061	-0.0009	0.0029	0.0191
O	1.3091	6.9574	9.064	0.0016	0.003	0.0112
O	0.6106	4.77	13.3513	-0.0141	0.0039	0.0368
O	5.6907	7.6331	19.0005	0.002	0.0086	0.0141
O	5.2312	5.0883	11.5303	-0.0001	0.0034	0.017
O	2.7152	6.9829	15.1223	-0.0111	-0.0175	0.0383
O	0.9083	2.7444	11.469	-0.0023	-0.0043	0.0165
O	0.8545	10.6868	15.5521	0.0013	-0.0027	0.0223
O	2.3976	8.581	10.9187	-0.0038	0.0128	0.029
O	4.6935	2.4334	11.2823	-0.0058	0.0151	0.0238
O	4.2435	3.5152	13.6923	0.0013	-0.0123	0.0425
O	2.1837	4.6886	16.5053	-0.009	-0.0092	0.0266
O	10.6994	8.2518	15.7033	0.0002	-0.0133	0.0339
O	6.9244	10.2974	14.6933	-0.003	-0.0024	0.0231
O	2.3361	8.9547	13.4319	0.0104	-0.007	0.0276
O	8.0291	1.5426	15.911	0.011	0.0159	0.0425
O	4.1249	7.0059	12.8598	-0.0101	0.0057	0.0256
O	4.1752	2.0178	18.7636	-0.0136	-0.0376	0.0664
O	7.2803	4.4188	21.2777	0.0023	0.0003	-0.0436
O	8.4042	2.9239	11.1034	0.0097	-0.0035	0.0386
O	1.1943	6.8881	17.3707	-0.0066	-0.0054	0.0271
O	5.6508	1.5836	14.7585	0.0017	0.0059	0.0246
O	8.1265	9.7532	11.5916	0.0154	-0.0017	0.028
O	9.2957	6.1735	21.3773	0.1222	0.0292	0.1469
O	8.9502	7.7182	12.8761	-0.0039	-0.0069	0.0232
O	1.6451	0.1172	11.8808	-0.0021	0.0034	0.0149
O	6.6761	6.1584	17.1132	-0.0003	-0.0014	0.0252
O	7.3826	7.8042	15.0605	-0.0088	0.0112	0.0312
O	1.2046	10.2482	21.2377	-0.0196	-0.0086	-0.054
O	10.0216	8.2	18.3589	0.0016	0.0004	0.0407
O	3.9067	0.8883	21.1369	-0.0532	0.0961	0.2033
O	0.3341	5.3317	10.9271	0.0039	-0.009	0.037
O	6.6901	1.5733	9.6424	-0.0063	0.0001	0.0152
O	4.7706	8.7136	14.694	0.0098	0.0062	0.0256

Results
free energy: -134205.527 eV
free energy less fixed offsets of B -154.04, O -568.88, Si -635.61 eV per atom: -2.217 eV

The program warned: the cutoff lies below the one the program advises for these potential files; the forces do not sum to zero within the program's tolerance; the exchange-correlation potential is rough where the density is thin.
